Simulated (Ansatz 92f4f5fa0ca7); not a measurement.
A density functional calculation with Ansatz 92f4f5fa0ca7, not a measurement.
Periodic cell of 130 atoms, Si86O44, from a study of silicon, its oxide and their interface. The atomic structure is a simulated model.

Settings: functional r2SCAN; potential files Ansatz norm-conserving; basis plane waves; wave-function cutoff 1300 eV; density cutoff ratio 4; exchange-correlation grid ratio 1; k mesh 2 x 2 x 1, shifted by 0.5 0.5 0.5 of a step; self-consistency stop 5e-08 eV per atom in the density residual; occupations Fermi-Dirac, 0.05 eV; spin none; net charge 0.

Cell vectors (angstrom)
a 10.88 0 0
b 0 10.88 0
c 0 0 19.3259

Atoms: element, x, y, z (angstrom)
Si -0.6799 -1.0366 1.1268
Si 4.2601 3.4112 -0.8175
Si -0.4664 5.4849 -0.4282
Si 2.9472 8.7586 -0.503
Si 5.0678 1.1173 -0.7622
Si 6.5429 1.8013 1.1641
Si 6.825 5.0936 -0.5835
Si 8.601 8.8878 -0.2297
Si 2.0598 1.6982 1.538
Si 3.3919 3.6915 1.4363
Si 1.1208 6.6066 0.9934
Si 4.0761 9.383 1.3094
Si 8.223 2.4604 -0.0102
Si 9.4946 4.0442 1.3654
Si 6.8379 6.6344 1.1487
Si 11.5088 10.966 -0.4725
Si -0.057 2.7614 2.6012
Si 2.9094 -0.2374 2.6312
Si -0.1107 8.0673 2.615
Si 2.8551 5.7439 2.4157
Si 5.361 2.8815 2.7845
Si 8.3289 -0.3919 2.5782
Si 5.491 7.8197 2.3887
Si 8.0167 5.5881 2.8235
Si 1.3894 4.3353 3.9597
Si 4.1828 1.3544 3.9876
Si 1.0319 9.588 4.0063
Si 4.0913 6.9914 3.9313
Si 6.8885 4.1059 3.9874
Si 9.4209 1.4631 3.8914
Si 6.8907 9.2174 3.8663
Si 9.3061 6.936 4.0536
Si -0.0323 0.1757 5.4513
Si 2.6282 2.9307 5.2693
Si -0.2153 5.4774 5.2314
Si 2.4888 8.0201 5.3849
Si 5.5445 -0.2825 5.4208
Si 7.9913 2.7372 5.456
Si 5.3015 5.13 5.2957
Si 7.8949 8.1401 5.748
Si 1.2214 1.4683 6.6906
Si 4.021 3.8203 6.8225
Si 0.9466 6.7923 6.6928
Si 3.9723 9.3572 6.5485
Si 6.8266 1.2828 6.9248
Si 9.38 4.0922 6.732
Si 6.4644 6.6168 6.7618
Si 9.4266 9.5558 6.5913
Si 0.1522 2.4819 8.394
Si 2.643 0.1176 7.9392
Si -0.053 8.5785 7.9866
Si 2.8618 5.5594 7.8911
Si 5.6001 2.57 8.3375
Si 8.2883 0.1314 8.24
Si 5.1747 8.1422 8.1937
Si 8.1376 5.5481 8.3995
Si 1.74 3.8794 9.2664
Si 4.4227 1.0356 9.77
Si 1.0509 10.0424 9.2934
Si 3.7046 6.7791 9.5751
Si 6.7589 4.1097 9.6201
Si 10.0777 0.733 9.5218
Si 7.0692 9.3535 9.061
Si 9.0294 7.9035 9.3039
Si -0.8733 1.5752 11.7448
Si 3.442 3.0421 10.7987
Si -4.5215 5.8337 11.958
Si 2.0569 7.7091 11.1011
Si 5.8517 -0.1026 11.5066
Si 7.1179 2.9059 11.6429
Si 4.825 5.1249 10.5443
Si 8.7398 6.1777 11.7276
Si 1.7329 3.2263 12.4061
Si 5.7798 8.5573 13.7713
Si 10.419 11.1121 13.4659
Si 3.1358 2.9119 16.5765
Si 0.4544 5.151 10.7836
Si 9.0123 -0.276 17.7162
Si 7.7425 10.5268 14.8424
Si 0.8409 4.4006 16.1407
Si 1.0157 1.8179 15.2928
Si 1.2848 8.7873 13.7971
Si 10.2534 6.5255 14.59
Si 8.9416 6.5472 17.32
Si 5.3421 11.9365 16.047
Si 14.5598 9.1796 15.6945
O 1.9529 -0.8043 -0.7953
O 2.5 4.2253 -3.4428
O 1.7805 7.6826 0.0914
O 1.2212 1.5438 0.0815
O -8.6102 9.5351 -4.3999
O 0.527 5.0237 -1.7125
O 0.4286 20.8232 -6.3025
O 4.6923 10.4195 -3.6204
O -1.5684 -4.5175 -6.0441
O 7.6571 -3.0271 0.6722
O 7.7386 3.6387 -0.9793
O 7.255 0.3739 1.6528
O 6.357 7.2439 -6.3062
O 7.3651 6.0925 -1.8437
O 5.2904 4.5965 -0.8763
O 9.3664 7.9705 -1.3753
O -1.1119 5.0615 10.9924
O -3.7026 8.9479 14.6559
O 0.391 2.4122 11.7053
O 6.9555 -1.0669 10.8282
O 0.1857 -2.9172 14.6034
O -2.3135 2.3128 12.2976
O 5.3762 9.7762 12.7751
O -1.7517 6.6426 15.7705
O 2.1819 -2.9252 12.7199
O 6.1685 1.5664 11.8377
O 6.6998 4.2028 12.5854
O 0.3632 5.3534 15.0032
O 9.0416 7.5443 10.8929
O 2.1009 1.5767 16.4935
O 1.477 4.8078 12.3037
O 15.2993 23.9993 15.538
O 1.6666 9.4241 10.7078
O 11.6797 6.7962 10.6895
O 0.0948 3.028 15.9309
O 1.8286 2.3731 13.9401
O -4.1781 11.7202 14.9971
O 10.5895 -0.1482 17.5586
O 8.4217 -9.7101 18.3196
O 8.5648 -0.4568 16.2862
O 4.5029 8.1043 14.6011
O 8.8694 10.4514 13.6903
O -0.0821 0.827 14.9607
O 3.3952 -2.4446 17.3069

Results
free energy: -30535.372 eV
free energy less fixed offsets of O -463.61, Si -117.95 eV per atom: 7.168 eV
pressure: -0.52 GPa
stress xx, yy, zz, yz, xz, xy (GPa, positive in tension): -0.72, 0.82, 1.47, 0.95, -0.72, -1.03

Forces (eV/angstrom), in the order of the atoms: element, x, y, z
Si -1.3343 -0.9851 1.8884
Si -2.3051 -2.5034 1.7893
Si 0.4364 -0.9506 -0.1927
Si -3.7345 0.7547 -1.1113
Si 0.9314 0.5865 0.8495
Si -1.8221 -2.474 -0.4142
Si 0.6409 -1.4307 -3.643
Si 1.0708 -0.8212 0.5981
Si -2.1076 0.8163 0.1145
Si 1.4383 -0.7343 -0.3491
Si -1.4443 -0.928 2.4552
Si 2.5522 -0.3985 -0.8691
Si 1.2447 0.3898 -0.4329
Si -0.0892 0.3313 -1.3042
Si -0.5485 -3.5068 0.9045
Si 2.6443 -0.2946 1.0986
Si 2.8332 0.0068 1.3261
Si -1.8542 1.9474 1.7312
Si 0.5749 0.3292 -0.5531
Si -2.1744 -1.6431 0.1632
Si -0.7166 0.2138 -1.3199
Si 1.8697 1.7197 0.3587
Si -1.0921 2.6075 1.2855
Si 1.1659 -0.9638 -1.8388
Si -0.7087 0.1326 -1.1689
Si -0.4419 -1.1437 1.6227
Si 2.4679 -0.961 -0.0068
Si -0.6869 -1.9605 1.2548
Si -1.3771 -0.59 0.9476
Si -0.3139 -1.0771 1.3371
Si -0.4857 -0.2445 0.9449
Si 0.0366 0.8198 1.1088
Si -2.1036 -0.7989 -2.2574
Si -0.2331 -2.2447 0.1626
Si 0.0626 -0.6241 0.5203
Si -0.4381 1.17 -1.1511
Si 0.1003 1.6528 -1.1117
Si 0.8239 -0.9872 -0.384
Si -0.1721 1.7445 0.1621
Si 0.1914 -0.9629 -2.5008
Si 2.1218 1.1435 -0.1579
Si 1.2663 0.7027 0.3948
Si 1.9323 0.0476 1.0028
Si -0.7352 0.5136 1.8072
Si -0.0338 -0.0153 -1.6217
Si 0.5941 0.1762 1.6894
Si 0.3692 -0.4654 1.6029
Si -0.4229 2.1474 0.2224
Si -1.2737 1.5142 -1.6784
Si 1.9618 -0.2253 0.3807
Si 0.4637 -2.2421 0.3316
Si -2.769 -0.7546 -0.6982
Si -1.0938 -0.1056 -0.5566
Si 0.5151 -0.1299 -1.729
Si 0.2855 -0.2946 -0.3876
Si 0.0789 0.8764 -1.9506
Si 0.1666 0.871 0.3861
Si -1.2623 0.2713 -0.4315
Si 0.3647 0.225 0.9507
Si 0.52 1.9563 0.0131
Si 0.0015 -0.507 -0.6043
Si 0.299 -0.015 1.0441
Si 0.0843 -0.8462 3.0821
Si -1.6348 -1.7418 -0.266
Si -4.8988 -1.4401 0.4204
Si -0.2818 -0.1176 -0.1896
Si 2.7357 0.5831 3.5044
Si -0.3387 3.2696 -0.3981
Si -0.7221 0.795 0.212
Si 1.2258 -0.1361 1.9588
Si -0.4674 -1.5313 0.1074
Si 0.2968 0.6428 0.7641
Si -0.1334 -3.0448 1.469
Si 3.0727 -0.3496 0.5035
Si -4.5652 0.2212 1.6239
Si 2.2527 -1.6738 -1.3109
Si 3.3015 0.784 1.4462
Si -2.4907 2.3957 1.9349
Si 1.6635 -3.4598 1.3715
Si 1.3588 1.0159 1.6502
Si 1.8938 3.4254 0.29
Si 0.9001 1.1512 0.4795
Si -1.5645 1.7137 0.1506
Si -0.8473 -0.4138 1.8213
Si 1.4388 -2.6632 -0.2216
Si 0.2027 -2.1039 0.1595
O 0.2113 -0.1252 0.6182
O -1.7376 0.0087 0.4544
O 2.7566 2.5423 -2.8977
O -0.3574 -1.0846 -1.0645
O 0.0864 -0.9856 -0.1823
O 0.5643 -0.762 -0.0584
O 2.8618 -2.5389 -0.1797
O -0.6432 0.6236 0.8472
O 0.6463 -0.4354 -1.0659
O 2.321 3.7649 -2.3454
O -1.855 3.5825 -0.2602
O -1.0674 -0.0052 -0.3099
O -0.8323 -2.7635 -2.1277
O -0.2738 -0.4638 1.5769
O 2.1865 1.9948 -0.5589
O -0.6674 0.4736 0.107
O -1.3076 -0.2273 0.686
O -2.6144 1.7399 -0.4852
O 4.9725 4.3842 0.13
O -0.0014 -0.0316 -2.1599
O -0.3362 -1.7766 -0.1538
O 0.4757 0.4588 -2.0039
O -0.0218 2.0111 -1.2041
O 1.1204 -0.4794 -1.2595
O -0.2016 -0.4531 -0.2426
O 0.065 -1.73 0.0576
O -0.4794 0.3988 0.093
O -0.3325 1.2951 -1.7154
O 0.3201 0.4889 0.5143
O 0.4433 0.8126 -0.3227
O -2.2448 0.6231 -1.207
O -1.479 1.8564 0.9295
O 0.4034 -2.5648 -0.733
O -0.4031 -1.0488 0.1659
O 0.0585 -0.7235 -0.0698
O -0.713 0.8699 -1.4037
O -1.5802 1.1821 0.9808
O 1.4626 0.9219 0.5443
O 1.2797 0.0644 0.3896
O -2.27 -0.2354 -4.4971
O -1.983 1.1724 2.7915
O 0.8274 1.6476 -0.0201
O -1.7329 -3.3378 -1.9161
O 1.3289 0.6915 -3.0258
